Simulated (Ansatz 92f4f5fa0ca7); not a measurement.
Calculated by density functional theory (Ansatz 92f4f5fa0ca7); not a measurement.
Periodic cell of 234 atoms, Si146O88, from a study of silicon, its oxide and their interface. The atomic structure is a simulated model.

Settings
functional: PBE
potential files: Ansatz PAW
basis: plane waves
wave-function cutoff: 700 eV
density cutoff ratio: 5
exchange-correlation grid ratio: 1
k mesh: 2 x 2 x 1, shifted by 0.5 0.5 0.5 of a step
self-consistency stop: 5e-08 eV per atom in the density residual
occupations: fixed
spin: none
net charge: 0

Cell vectors (angstrom)
a	11.6015	0	0
b	0	10.938	0
c	0	0	33.1397

Atoms: element, x, y, z (angstrom)
Si	-0.1494	0.0946	24.3178
Si	3.8931	-0.2987	24.4519
Si	7.7752	0.4233	23.9377
Si	2.021	1.167	24.353
Si	5.5425	1.421	24.1061
Si	9.72	1.7334	24.1996
Si	-0.0042	5.4442	24.2339
Si	3.9718	5.3962	24.4455
Si	7.7508	5.4819	24.7309
Si	1.9766	6.6849	24.4436
Si	5.8986	6.8484	24.565
Si	9.6865	6.8335	24.4068
Si	1.9225	2.6383	26.2974
Si	5.7777	2.6256	26.2567
Si	9.6818	2.7684	26.3381
Si	0.0234	4.0912	26.2487
Si	3.8723	4.0272	26.3818
Si	7.7157	4.0165	26.5134
Si	1.9019	8.1476	26.3538
Si	5.7845	8.1933	26.4737
Si	9.6993	8.2093	26.3578
Si	0.008	9.6286	26.3029
Si	3.8488	9.492	26.4704
Si	7.7296	9.5198	26.5684
Si	0.0159	-0.0136	28.2919
Si	3.8536	0.0075	28.3226
Si	7.757	0.0221	28.3929
Si	1.9266	1.3702	28.3014
Si	5.8012	1.348	28.2715
Si	9.7011	1.3642	28.2716
Si	0.0037	5.4316	28.2551
Si	3.8421	5.4387	28.3007
Si	7.731	5.4677	28.3526
Si	1.9089	6.8177	28.3099
Si	5.7834	6.7798	28.346
Si	9.6848	6.8196	28.2916
Si	1.9336	2.7345	30.2405
Si	5.8008	2.7345	30.2405
Si	9.6679	2.7345	30.2405
Si	0	4.1018	30.2405
Si	3.8672	4.1018	30.2405
Si	7.7343	4.1018	30.2405
Si	1.9336	8.2035	30.2405
Si	5.8008	8.2035	30.2405
Si	9.6679	8.2035	30.2405
Si	0	9.5708	30.2405
Si	3.8672	9.5708	30.2405
Si	7.7343	9.5708	30.2405
Si	0	0	32.1741
Si	3.8672	0	32.1741
Si	7.7343	0	32.1741
Si	1.9336	1.3673	32.1741
Si	5.8008	1.3673	32.1741
Si	9.6679	1.3673	32.1741
Si	0	5.469	32.1741
Si	3.8672	5.469	32.1741
Si	7.7343	5.469	32.1741
Si	1.9336	6.8362	32.1741
Si	5.8008	6.8362	32.1741
Si	9.6679	6.8362	32.1741
Si	1.9336	2.7345	0.9679
Si	5.8008	2.7345	0.9679
Si	9.6679	2.7345	0.9679
Si	0	4.1018	0.9679
Si	3.8672	4.1018	0.9679
Si	7.7343	4.1018	0.9679
Si	1.9336	8.2035	0.9679
Si	5.8008	8.2035	0.9679
Si	9.6679	8.2035	0.9679
Si	0	9.5708	0.9679
Si	3.8672	9.5708	0.9679
Si	7.7343	9.5708	0.9679
Si	0.0647	0.067	2.8548
Si	3.8995	0.0396	2.9082
Si	7.7229	0.0759	2.8247
Si	1.98	1.4654	2.9659
Si	5.7907	1.4374	3.0024
Si	9.6996	1.3612	2.8728
Si	-0.021	5.5671	2.8114
Si	3.8544	5.4188	2.979
Si	7.7053	5.4417	2.8887
Si	1.9561	6.8626	2.9368
Si	5.7577	6.7544	2.8376
Si	9.6279	6.8417	2.8727
Si	1.8711	3.057	4.8025
Si	5.7469	2.6644	5.1313
Si	9.6626	2.749	4.768
Si	-0.1104	4.2898	4.7389
Si	3.9343	4.2241	5.0948
Si	7.6865	4.0115	4.7765
Si	2.0157	8.2754	4.8683
Si	5.8292	8.0634	4.7557
Si	9.7057	8.3233	4.712
Si	0.0455	9.6517	4.7588
Si	3.9773	9.5939	4.8163
Si	7.6783	9.4572	4.5379
Si	0	0.1379	6.6454
Si	3.9596	-0.096	6.8495
Si	7.7623	0.2314	7.2042
Si	1.5081	1.894	6.7626
Si	5.756	1.334	7.3332
Si	9.6495	1.4752	6.7671
Si	0.0431	5.7804	6.5898
Si	4.1218	5.6348	7.1614
Si	8.0196	5.3882	6.6127
Si	2.0883	6.8968	6.8374
Si	6.1494	6.861	6.8347
Si	9.6675	7.059	6.6657
O	7.2989	-0.7013	5.9459
O	1.7136	7.7327	8.2459
O	6.5924	7.9066	8.0854
O	11.398	4.9958	8.0149
O	8.0293	10.1765	8.4897
O	9.2903	7.8535	8.11
O	3.2861	9.7671	7.9056
O	14.5998	1.2341	6.9668
O	8.4202	4.3969	7.909
O	5.4396	2.0045	8.8422
O	0.4891	10.0733	7.8798
O	1.171	2.7375	8.1569
O	1.9621	7.6686	23.0989
O	-4.0093	-0.208	25.4436
O	2.5044	2.1898	23.103
O	3.936	9.4917	23.2213
O	6.3375	7.6286	23.1194
O	8.2764	10.0719	23.0291
O	4.0914	4.3644	23.1255
O	9.5754	7.7497	23.0059
O	-0.0305	4.7114	22.7024
O	7.4333	4.4388	23.4568
O	-0.5817	9.9999	23.0654
O	9.9938	2.6315	22.8108
Si	1.7769	9.3485	11.5942
Si	2.0336	2.9785	15.1735
Si	-0.2969	1.6348	16.3157
Si	6.4267	2.7009	9.9749
Si	3.1609	8.3891	22.2841
Si	3.106	9.8517	19.7748
Si	7.6869	10.1132	17.3636
Si	-2.519	3.0025	8.4765
Si	11.7973	3.7702	8.9739
Si	4.0305	2.7614	22.7612
Si	6.2743	-4.0896	13.6908
Si	4.5289	1.6122	19.9249
Si	7.9533	8.5636	8.7564
Si	-0.6512	8.8711	13.3079
Si	9.2898	-0.2844	19.9462
Si	6.9587	8.9341	11.6318
Si	10.2845	2.2812	19.2713
Si	1.0957	7.9448	15.397
Si	1.8138	9.3417	8.4945
Si	-4.7505	7.3501	16.5227
Si	-1.4572	11.7636	13.5525
Si	1.9253	10.3596	17.116
Si	9.6352	9.3013	22.5177
Si	6.8484	12.685	15.6143
Si	2.1839	4.0055	11.159
Si	3.9403	1.628	16.9927
Si	1.7633	5.588	13.7162
Si	10.6401	6.206	14.52
Si	-1.1516	3.8781	21.8404
Si	7.2639	12.0409	12.5765
Si	5.6743	8.5803	18.9241
Si	1.5629	1.3148	12.7372
Si	7.892	4.8496	15.2369
Si	4.5397	5.0182	9.5195
Si	5.8618	7.1899	21.6139
Si	4.3617	7.5211	11.506
Si	7.5722	4.5799	21.8466
Si	7.5018	2.0087	20.1581
O	0.2849	8.7656	11.9655
O	10.7583	2.2834	17.7155
O	3.0286	2.8055	16.4043
O	10.3857	3.1232	9.4582
O	4.3728	6.4983	10.2234
O	3.4644	3.9789	10.1687
O	3.7365	1.961	18.5704
O	-5.2622	9.9453	18.2973
O	6.5515	5.7291	21.2639
O	8.055	0.5522	20.6658
O	-2.446	4.8561	21.508
O	6.5781	12.2263	14.0616
O	4.2193	2.6463	21.1354
O	7.9166	8.4506	10.3895
O	7.585	3.2577	15.588
O	9.6454	9.3692	20.8765
O	0.4114	9.1399	14.5215
O	1.9302	10.3179	18.7536
O	7.5881	5.8819	16.4883
O	8.6636	2.6104	19.1767
O	11.7417	5.398	13.6179
O	6.9974	5.3834	13.9489
O	5.3885	8.757	11.1894
O	5.9942	4.3011	9.924
O	4.214	7.2456	21.7139
O	12.2649	11.2829	16.6419
O	4.8988	6.6906	12.824
O	8.8494	12.4541	12.8146
O	2.0978	7.0453	14.4238
O	2.4117	9.1325	21.0472
O	10.5396	0.772	19.8691
O	4.0688	8.7856	18.9983
O	-1.6493	-0.7862	13.2858
O	6.085	1.7127	19.4527
O	-3.7652	8.6882	16.5375
O	5.4334	1.8394	16.4043
O	2.4079	4.4545	14.6623
O	2.0919	10.7505	12.3864
O	8.9468	-0.7117	18.404
O	-1.4822	-3.453	13.6049
O	7.6416	11.4585	16.4159
O	0.4853	2.9016	15.65
O	6.2907	8.2204	20.4078
O	-0.1286	6.887	15.8042
O	0.8712	4.3853	10.2989
O	7.9471	2.3983	9.4785
O	7.2387	7.905	12.8817
O	7.1807	3.0862	21.3279
O	7.1806	10.4913	12.059
O	11.5298	1.3323	12.8495
O	2.0156	2.4726	11.6859
O	2.9072	8.1902	11.8251
O	-1.3968	12.0993	15.1751
O	1.7809	9.7503	10.0412
O	-5.6713	7.4618	15.1722
O	5.9612	7.3544	17.8861
O	1.833	8.7941	16.5817
O	4.0582	0.1118	20.3688
O	9.4807	5.1323	14.9018
O	2.3672	5.2292	12.2387
O	2.2842	1.7462	14.1313
O	3.3418	11.0657	16.6432
O	-5.1586	2.058	11.4984
O	10.9676	3.3199	20.3648

Results
free energy: -142874.528 eV
free energy less fixed offsets of O -569.03, Si -635.61 eV per atom: -0.828 eV

Forces (eV/angstrom), in the order of the atoms: element, x, y, z
Si	-0.0277	-0.0445	-0.0269
Si	0.0641	0.0169	-0.0913
Si	0.0647	-0.0411	0.0285
Si	0.0886	0.0631	0.0135
Si	-0.0697	-0.0541	0.0264
Si	0.0019	-0.0047	-0.0872
Si	-0.008	-0.0725	-0.0358
Si	0.0537	-0.0591	-0.0057
Si	-0.0255	-0.0541	-0.0711
Si	-0.0104	0.072	-0.0229
Si	0.0306	0.0198	-0.0584
Si	-0.0768	0.0631	-0.0252
Si	-0.0061	-0.0957	-0.011
Si	-0.0274	-0.0534	-0.0248
Si	0.0436	-0.0419	0.0046
Si	-0.0087	0.071	0.035
Si	0.0367	0.0878	0.0067
Si	-0.0197	0.0542	0.006
Si	-0.0202	-0.0679	0.016
Si	0.0048	-0.0391	-0.0023
Si	0.0082	-0.0754	-0.002
Si	0.0165	0.0357	0.0137
Si	-0.0235	0.0348	0.0136
Si	-0.0072	0.11	-0.0798
Si	0.0045	-0.0397	0.0203
Si	0	-0.046	0.0232
Si	0.003	-0.0487	0.0173
Si	-0.0206	0.0463	0.0002
Si	-0.0131	0.0329	0.0185
Si	0.013	0.052	0.0163
Si	0.0424	-0.0676	-0.0304
Si	-0.0217	-0.0577	-0.0321
Si	0.0128	-0.0546	-0.0098
Si	-0.0168	0.062	0.0059
Si	0.0055	0.069	-0.0124
Si	-0.0031	0.0644	0.0047
Si	-0.0293	0.0056	-0.0038
Si	-0.0314	0.0107	-0.2931
Si	0.0768	-0.0459	-0.2161
Si	-0.0284	-0.0014	-0.1927
Si	-0.0563	-0.099	0.0959
Si	0.0546	-0.0469	0.3107
Si	-0.0193	-0.0685	-0.0015
Si	-0.0531	-0.0527	0.0115
Si	0.0466	-0.0983	-0.1024
Si	0.002	-0.0111	-0.0856
Si	-0.0253	0.0144	0.0518
Si	0.0457	-0.0455	0.4648
Si	0.0012	-0.0414	-0.0644
Si	0.0005	-0.0413	0.0158
Si	-0.0292	-0.2055	0.0351
Si	-0.0275	-0.0552	0.0285
Si	0.0136	-0.1556	0.0191
Si	0.0056	-0.0368	-0.0389
Si	0.0218	0.003	-0.0609
Si	-0.0114	0.1149	0.069
Si	0.0131	-0.0696	0.0605
Si	0.0119	-0.0101	0.0046
Si	-0.0014	0.0682	-0.0203
Si	0.0047	0.0164	-0.0535
Si	0.1452	0.0713	0.0153
Si	-0.0297	0.1507	0.4295
Si	0.0225	0.1212	-0.1177
Si	0.019	0.044	-0.195
Si	-0.1182	-0.0806	0.2504
Si	0.0197	-0.0514	-0.2042
Si	0.11	-0.0167	0.1047
Si	-0.0209	-0.0358	-0.0092
Si	-0.1979	0.1656	-0.0848
Si	0.1643	0.1029	-0.0349
Si	-0.0303	0.2301	0.0908
Si	-0.0348	0.1736	-0.2974
Si	0.0037	-0.0376	-0.0209
Si	-0.0008	-0.0616	-0.0293
Si	-0.0402	-0.052	-0.0233
Si	-0.0106	0.0395	0.0134
Si	-0.0293	0.0464	-0.001
Si	0.0161	0.0251	0.0011
Si	-0.0171	-0.0421	0.0118
Si	-0.0096	-0.0526	0.0136
Si	0.004	-0.0425	0.0149
Si	0.0321	0.0635	0.0145
Si	-0.0068	0.0638	-0.0046
Si	0.0306	0.0383	0.0215
Si	-0.0313	-0.063	-0.0402
Si	-0.0208	-0.0348	-0.0243
Si	0.0875	-0.0891	0.0439
Si	-0.0167	0.0143	-0.0034
Si	0.1152	0.048	0.0036
Si	-0.0531	0.0853	-0.0166
Si	0.0461	-0.0578	-0.0307
Si	-0.0555	-0.0424	0.0172
Si	-0.0302	-0.0566	-0.014
Si	0.0361	0.0626	0.0191
Si	-0.0088	-0.0111	-0.0384
Si	-0.0287	0.0651	0.0097
Si	0.0239	-0.0258	-0.0181
Si	-0.0276	-0.0275	0.0148
Si	-0.0125	0.0115	0.0188
Si	0.0833	-0.0851	0.025
Si	0.0821	-0.0371	0.0449
Si	-0.0304	0.0184	-0.0215
Si	-0.1085	-0.0278	0.0248
Si	0.0099	-0.0002	-0.0951
Si	0.0493	-0.0543	0.1109
Si	-0.0282	0.0179	0.0312
Si	0.0524	0.0742	0.0235
Si	-0.1104	0.0084	0.0509
O	0.0359	0.0527	0.0712
O	0.0403	0.0455	0.0021
O	0.0315	0.0067	-0.0094
O	0.0205	-0.042	0.0072
O	0.0063	-0.0103	-0.0206
O	0.001	0.0055	-0.0399
O	-0.015	0.0097	-0.005
O	-0.0711	0.1673	0.061
O	-0.0261	0.0165	-0.0377
O	-0.011	-0.0059	-0.0269
O	0.0131	-0.0236	-0.0129
O	-0.0112	0.0023	-0.0153
O	0.0274	0.0098	0.0135
O	0.0265	-0.0247	0.0264
O	-0.0387	0.0717	-0.0478
O	-0.0196	-0.0027	0.0177
O	-0.052	0.0062	0.0063
O	0.0288	-0.0213	-0.0149
O	-0.0107	0.0066	0.029
O	0.0136	-0.0151	0.0429
O	-0.0229	0.0002	0.0373
O	0.0468	0.0045	-0.0039
O	0.0032	0.0015	0.031
O	-0.0189	0.0319	0.0009
Si	-0.0012	0.0027	-0.0073
Si	0.0031	0.0005	0.0009
Si	-0.0047	0.0027	-0.0022
Si	-0.0078	0.0121	0.0028
Si	-0.0043	-0.0171	0.0037
Si	-0.0034	-0.0016	-0.0042
Si	0.0014	0.0008	0.0083
Si	0.0004	0.0006	0.013
Si	0.0087	0.0277	0.0019
Si	-0.0408	-0.0302	0.0206
Si	-0.0009	-0.0028	-0.001
Si	0.0004	-0.0065	-0.0084
Si	-0.0152	0.017	0.0115
Si	-0.0034	0.0013	-0.0063
Si	-0.0021	-0.0003	0.0015
Si	0.0011	0.0014	0.0018
Si	0.001	-0.0007	-0.0042
Si	0.0039	0.0018	0.0026
Si	0.0072	-0.0097	-0.0013
Si	-0.0072	0.0009	0.0014
Si	-0.003	0.0022	-0.0007
Si	-0.0013	-0.0041	0.0012
Si	-0.0344	0.0332	-0.0093
Si	-0.0053	-0.0018	-0.0049
Si	-0.0128	-0.0023	-0.0152
Si	-0.0001	0.0029	-0.0029
Si	0.0047	-0.0001	-0.0004
Si	-0.0023	-0.0016	-0.002
Si	-0.0198	-0.0016	-0.0075
Si	-0.0041	0.0024	0.0018
Si	-0.0008	-0.0014	0.0009
Si	0.0033	0.0027	-0.0016
Si	0.0035	0.0027	-0.0086
Si	0.0161	-0.0415	0.0301
Si	-0.0046	0.0016	-0.0062
Si	-0.0041	-0.001	0.0003
Si	0.0024	-0.0028	0.0121
Si	0.0039	-0.0021	0.0032
O	0.0102	0.0153	0.0171
O	0.0048	-0.0189	0.0092
O	-0.0104	-0.0237	-0.0148
O	0.0048	-0.0025	-0.0113
O	0.0022	-0.0172	0.0123
O	-0.0169	0.0271	0.0214
O	0.0031	-0.0214	0.0072
O	0.0127	-0.0324	-0.0068
O	0.0093	0.0089	0.022
O	0.0204	0.0046	-0.0253
O	0.0075	-0.0338	0.0113
O	0.0165	0.0052	0.0035
O	-0.0033	-0.0168	0.0096
O	-0.0223	0.0064	-0.0052
O	-0.0164	0.0003	0.0111
O	-0.0033	0.0221	0.0207
O	-0.0153	-0.0318	-0.0144
O	0.0261	-0.0038	-0.0148
O	-0.0119	0.0051	-0.0285
O	0.0107	-0.0147	0.0291
O	0.0185	0.0221	0.0268
O	0.0052	0.0233	0.0246
O	0.0165	-0.0281	0.0187
O	-0.0059	-0.0187	0.0045
O	-0.0031	0.0334	-0.0074
O	0.0039	0.0112	0.0033
O	0.0185	0.0257	-0.012
O	-0.0007	-0.0195	0.0099
O	-0.0366	-0.0101	0.0106
O	0.0317	-0.0003	0.0043
O	-0.0322	0.0128	-0.0101
O	0.0111	0.0197	0.0234
O	0.023	0.0048	0.0066
O	-0.0038	0.005	0.0187
O	-0.0247	-0.0004	0.0164
O	-0.0048	-0.0033	-0.0007
O	-0.0282	0.0032	-0.0101
O	-0.0178	0.0001	-0.0038
O	-0.0204	0.0031	0.0092
O	0.0352	0.0041	0.0184
O	-0.0094	-0.0122	-0.0065
O	0.028	-0.0202	-0.0113
O	-0.0233	-0.0128	-0.0119
O	0.0063	0.0054	-0.0461
O	0.0318	-0.0271	-0.0111
O	-0.0072	0.012	-0.0182
O	-0.029	0.0015	-0.0097
O	0.0196	0.0123	-0.0162
O	-0.0039	0.0039	0.0016
O	0.0067	-0.0124	0.0177
O	-0.0157	0.0075	0.0031
O	0.0011	0.0071	-0.0064
O	0.0264	-0.002	-0.0178
O	0.0037	-0.0167	0.0128
O	0.0295	-0.0159	-0.0029
O	0.0145	0.0333	-0.0035
O	0.0005	0.0207	0.0063
O	-0.0061	0.004	-0.0133
O	-0.0111	0.0118	-0.0043
O	-0.0105	-0.0102	-0.014
O	-0.0203	0.0142	0.0051
O	-0.0201	0.0251	0.0185
O	0.0106	-0.0135	0.0093
O	-0.0281	-0.0049	0.0202

The program warned: the cutoff lies below the one the program advises for these potential files; the forces do not sum to zero within the program's tolerance; the exchange-correlation potential is rough where the density is thin.
